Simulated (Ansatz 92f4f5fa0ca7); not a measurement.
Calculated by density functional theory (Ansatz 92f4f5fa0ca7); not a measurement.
Periodic cell of 213 atoms, Si132O78H3, from a study of silicon, its oxide and their interface. The atomic structure is a simulated model.
Doubt: the cutoff is low for norm-conserving oxygen, so forces and energies are approximate.

Settings
functional: HSE06
potential files: SPMS norm-conserving
basis: plane waves
wave-function cutoff: 800 eV
density cutoff ratio: 4
exchange-correlation grid ratio: 1
k mesh: 1 x 1 x 1, Gamma-centred
occupations: fixed
spin: none
net charge: +1 e, with a uniform compensating background and no finite-size correction

Cell vectors (angstrom)
a, 10.938, 0, 0
b, 0, 10.938, 0
c, 0, 0, 31.231

Atoms: element, x, y, z (angstrom)
Si, 10.437, 0.5481, 23.7556
Si, 6.1168, 10.3416, 23.8742
Si, 2.2713, 3.1155, 23.7722
Si, 8.6374, 2.3737, 23.8049
Si, 0.6585, 4.9795, 23.8559
Si, 4.996, 5.9425, 23.8794
Si, 3.2838, 7.6431, 23.9061
Si, 7.7916, 8.5338, 23.8352
Si, 1.2851, 1.4157, 25.0784
Si, 6.9584, 1.2799, 25.0729
Si, 4.0589, 4.0965, 25.0264
Si, 9.7073, 4.0734, 25.0419
Si, 1.5213, 6.7296, 25.1699
Si, 6.7834, 6.859, 25.1336
Si, 4.2219, 9.4893, 25.0441
Si, 9.5639, 9.614, 24.9916
Si, 2.755, -0.024, 26.3008
Si, 8.276, -0.028, 26.5275
Si, 0.0259, 2.7533, 26.5559
Si, 5.498, 2.7003, 26.3161
Si, 2.7987, 5.3886, 26.5907
Si, 8.2459, 5.445, 26.3414
Si, 0.0417, 8.1985, 26.3184
Si, 5.4992, 8.2136, 26.5765
Si, 4.1078, 1.3555, 27.7201
Si, 9.6068, 1.3597, 27.8758
Si, 1.3869, 4.0879, 27.9153
Si, 6.8637, 4.0779, 27.733
Si, 4.1413, 6.8162, 27.892
Si, 9.5892, 6.8472, 27.7292
Si, 1.3955, 9.562, 27.7325
Si, 6.8744, 9.584, 27.8839
Si, 0.0387, -0.0315, 29.1778
Si, 5.4569, 0.0176, 29.1724
Si, 2.7672, 2.6951, 29.1876
Si, 8.2008, 2.7307, 29.1774
Si, -0.0153, 5.4913, 29.1793
Si, 5.5117, 5.4308, 29.1843
Si, 2.7294, 8.2026, 29.1753
Si, 8.2342, 8.1781, 29.1803
Si, 1.3673, 1.3673, 30.5472
Si, 6.8362, 1.3673, 30.5472
Si, 4.1018, 4.1018, 30.5472
Si, 9.5708, 4.1018, 30.5472
Si, 1.3673, 6.8362, 30.5472
Si, 6.8362, 6.8362, 30.5472
Si, 4.1018, 9.5708, 30.5472
Si, 9.5708, 9.5708, 30.5472
Si, 2.7345, 0, 0.6835
Si, 8.2035, 0, 0.6835
Si, 0, 2.7345, 0.6835
Si, 5.469, 2.7345, 0.6835
Si, 2.7345, 5.469, 0.6835
Si, 8.2035, 5.469, 0.6835
Si, 0, 8.2035, 0.6835
Si, 5.469, 8.2035, 0.6835
Si, 4.0639, 1.4121, 2.0585
Si, 9.5661, 1.3629, 2.0421
Si, 1.3809, 4.0845, 2.041
Si, 6.7956, 4.1443, 2.0598
Si, 4.1149, 6.8235, 2.0421
Si, 9.534, 6.8675, 2.0506
Si, 1.3473, 9.5962, 2.0551
Si, 6.8305, 9.5852, 2.0608
Si, -0.0298, 0.0178, 3.4664
Si, 5.4322, 0.0401, 3.3734
Si, 2.7121, 2.7583, 3.5041
Si, 8.1868, 2.7643, 3.3479
Si, 0.0156, 5.4958, 3.3259
Si, 5.4337, 5.4877, 3.5093
Si, 2.763, 8.2246, 3.3415
Si, 8.1525, 8.2096, 3.481
Si, 1.3209, 1.3878, 4.8753
Si, 6.8106, 1.4319, 4.7324
Si, 4.0351, 4.1684, 4.937
Si, 9.6031, 4.1041, 4.6493
Si, 1.404, 6.8402, 4.6499
Si, 6.7401, 6.9028, 4.9176
Si, 4.1019, 9.5827, 4.7178
Si, 9.5136, 9.5928, 4.8404
Si, 2.6702, -0.0984, 6.1148
Si, 8.1041, 0.0641, 6.1607
Si, -0.0532, 2.8212, 6.1792
Si, 5.3115, 2.6592, 6.2539
Si, 2.6484, 5.6019, 6.2615
Si, 8.1848, 5.4253, 6.0694
Si, -0.0132, 8.1126, 6.0075
Si, 5.3725, 8.3312, 6.3024
Si, 4.4023, 0.7712, 7.4307
Si, 9.0783, 1.8441, 7.34
Si, 0.8078, 4.649, 7.4171
Si, 7.3544, 3.4585, 6.9635
Si, 3.5182, 7.449, 7.5243
Si, 10.0393, 6.3169, 7.2472
Si, 1.643, 9.0907, 7.3468
Si, 6.2782, 10.234, 7.4534
H, 9.2979, 1.6111, 8.7983
O, 3.9237, 0.793, 9.0173
O, 6.5862, 10.388, 9.0921
O, 0.8208, 9.6493, 8.6871
O, 3.9646, 7.1021, 9.0816
O, 9.7523, 6.7302, 8.809
O, 0.9834, 4.5071, 9.0576
H, 2.8217, 7.9458, 22.5204
H, 5.3934, 5.6126, 22.4718
O, 7.9846, 3.1578, 22.4397
O, 0.1643, 11.0656, 22.2938
O, 0.5059, 5.6769, 22.3461
O, 2.5896, 2.5126, 22.2416
O, 5.8981, -0.1375, 22.3106
O, 8.1472, 7.8757, 22.3392
Si, 10.9829, 9.2022, 14.0026
Si, 5.9039, 8.1398, 16.4073
Si, 9.1728, 0.9542, 19.1591
Si, 3.2567, 7.1116, 17.5677
Si, 2.2922, 4.5834, 19.0052
Si, 0.7133, 2.4278, 14.5779
Si, 7.1615, 5.7509, 11.5984
Si, 8.6492, 3.1609, 20.9411
Si, 5.5086, 3.3331, 12.0193
Si, 1.2448, 3.6763, 10.4321
Si, 2.4684, 0.7651, 18.3035
Si, 2.9729, 9.3916, 19.7236
Si, 5.9661, 3.5746, 16.1576
Si, 3.1365, 2.2942, 20.7234
Si, 7.2901, 5.9625, 14.6413
Si, 6.1681, 1.2309, 14.3135
Si, 9.9759, 4.7989, 15.65
Si, 8.3605, 3.6447, 18.0819
Si, 10.7231, 1.4971, 11.7497
Si, 4.0035, 10.0071, 14.6721
Si, 3.5866, 1.5441, 10.4242
Si, 6.8064, 9.3869, 10.3613
Si, 5.1436, -0.1663, 20.8824
Si, 0.5424, 9.6059, 10.2868
Si, 2.4619, 10.0684, 12.2422
Si, 8.9241, 7.8899, 20.8971
Si, 7.2842, 9.5658, 18.8806
Si, 8.4351, 10.6862, 12.8589
Si, 3.0584, 5.3878, 12.4164
Si, 10.77, 5.2924, 20.9123
Si, 9.1729, 7.4416, 10.1332
Si, 1.4819, 6.6234, 14.9218
Si, 4.7173, 7.2221, 10.5245
Si, 2.8983, 3.0962, 16.5248
Si, 1.159, 10.6736, 16.0551
Si, 0.1206, 10.3086, 20.8508
O, 7.8413, 8.2871, 9.7482
O, 10.0508, 9.0486, 20.9595
O, 8.0978, 4.0492, 19.6652
O, 4.8312, 7.2416, 17.2145
O, 11.0193, 9.5394, 15.6072
O, 9.3575, 4.5797, 17.1609
O, 3.1965, 1.6103, 17.1231
O, 4.1163, 9.4647, 20.8995
O, 0.7506, 1.9876, 12.9993
O, 8.497, 1.5853, 20.5196
O, 3.2873, 3.7815, 20.0453
O, 0.961, 5.1873, 19.7341
O, 3.1163, 0.5064, 11.6085
O, 2.3792, 7.2287, 16.1726
O, 6.048, 2.297, 13.1169
O, 8.4755, 10.5963, 18.4989
O, 6.675, 9.0783, 17.4667
O, 5.0803, 9.0098, 15.3203
O, 6.2321, 10.4764, 19.7204
O, 3.6547, 6.7187, 11.6563
O, 0.6346, 7.6743, 13.9592
O, 10.317, 8.5013, 10.6752
O, 10.3811, 3.4037, 14.8902
O, 4.7328, 0.4889, 14.419
O, 1.9594, 9.1453, 10.9878
O, 9.4799, 9.5208, 13.4015
O, 2.6649, 10.2446, 15.566
O, 4.4714, 1.3418, 20.7511
O, 6.034, 6.2607, 10.5278
O, 2.0819, 1.5769, 19.6743
O, 3.538, 10.5606, 18.7182
O, 4.9128, 2.4191, 10.7991
O, 0.5249, 1.094, 15.452
O, 2.3687, 2.5562, 10.1013
O, 4.3041, 4.3176, 12.5564
O, 6.3777, 4.6781, 15.0356
O, 2.7562, 8.1365, 18.7363
O, 8.8674, 5.5714, 14.7357
O, 5.3453, 8.7316, 10.7603
O, 6.8808, 4.1379, 11.5839
O, 6.9298, 6.3664, 13.0957
O, 0.2037, 0.2086, 10.7813
O, 6.8402, 3.7708, 17.5097
O, 1.1939, -0.0342, 17.6608
O, 10.1665, 3.7729, 21.1117
O, 6.3762, 2.0664, 15.6883
O, 9.2531, 1.0776, 12.3313
O, 7.8428, 8.2696, 19.7231
O, 1.8826, 3.7372, 17.6504
O, 1.8133, 4.7104, 11.5704
O, 4.3614, 3.792, 16.3789
O, 2.1459, 3.0852, 15.0643
O, 1.5776, 9.707, 20.4788
O, 7.4959, 10.1141, 11.6405
O, 10.6062, 0.4318, 19.7077
O, 3.5703, 9.3882, 13.213
O, 10.7947, 2.8595, 10.8155
O, 9.6413, 6.442, 20.5819
O, 6.9869, 7.2216, 15.6187
O, 1.0908, 10.1912, 13.1796
O, 7.4245, 0.2123, 14.0564
O, 0.3932, 5.6929, 15.6947
O, 9.1119, 2.1712, 18.0593
O, 2.4809, 5.8302, 13.8829
O, 8.6716, 6.2366, 11.1385
O, 3.2187, 5.726, 18.374

Results
free energy: -49946.629 eV
free energy less fixed offsets of H -15.86, O -447.96, Si -113.29 eV per atom: -3.889 eV
gap between the highest filled and lowest empty level on this k mesh: 0.584 eV

The program warned: the cutoff lies below the one the program advises for these potential files; the forces do not sum to zero within the program's tolerance; the exchange-correlation potential is rough where the density is thin.
